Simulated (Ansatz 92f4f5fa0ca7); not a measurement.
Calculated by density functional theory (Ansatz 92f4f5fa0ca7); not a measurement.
Periodic cell of 223 atoms, Si133O90, from a study of silicon, its oxide and their interface. The atomic structure is a simulated model.
Doubt: the cutoff is far below the 930 eV that the study's wrapper takes by default for these files, so forces and energies are approximate.

Settings
functional: PBE
potential files: Ansatz PAW
basis: plane waves
wave-function cutoff: 580 eV
density cutoff ratio: 5
exchange-correlation grid ratio: 1
k mesh: 1 x 1 x 1, Gamma-centred
self-consistency stop: 5e-08 eV per atom in the density residual
occupations: fixed
spin: none
net charge: 0

Cell vectors (angstrom)
a 10.938 0 0
b 0 10.938 0
c 0 0 32.5259

Atoms and the computed forces on them: element, x, y, z (angstrom), force x, y, z (eV/angstrom)
Si 0.2983 -0.1728 25.0895 -0.0173 -0.083 -0.3313
Si 5.2325 0.2666 25.12 0.0536 0.052 -0.0749
Si 2.8755 2.3083 24.9714 0.0979 -0.0064 -0.3099
Si 8.0756 3.1688 24.9762 0.0538 0.1105 -0.0027
Si -0.1216 5.9309 24.9629 -0.0513 -0.0744 -0.047
Si 5.6579 5.2679 25.0798 -0.2503 -0.0772 -0.2737
Si 2.3816 8.4383 25.017 -0.0018 0.0411 -0.1633
Si 8.2818 7.8349 24.9267 0.153 0.0102 0.1235
Si 1.4443 1.2577 26.5248 -0.0449 0.1317 -0.155
Si 6.8911 1.4489 26.3033 0.0033 0.1018 -0.1229
Si 3.9569 4.1016 26.2517 0.0346 -0.1039 -0.1636
Si 9.7101 4.1913 26.3165 0.003 0.169 -0.2698
Si 1.2765 6.9973 26.5051 0.0972 -0.0326 -0.2376
Si 6.8536 6.773 26.4502 0.0079 -0.0292 -0.1431
Si 4.0811 9.5509 26.342 -0.0752 0.0048 -0.2669
Si 9.4675 9.5831 26.2068 0.0562 -0.0627 -0.2586
Si 2.7931 -0.0697 27.8189 0.0779 -0.1363 0.1119
Si 8.1904 0.0189 27.6791 -0.0851 -0.0154 -0.0057
Si 0.0379 2.7303 27.7172 -0.1105 -0.0118 0.0872
Si 5.4362 2.7652 27.6899 0.0041 0.2154 -0.0659
Si 2.6737 5.4962 27.7066 0.0779 -0.0066 0.0083
Si 8.2578 5.4412 27.7649 0.0231 -0.1623 0.0515
Si -0.1181 8.311 27.7733 -0.1098 0.1405 -0.0466
Si 5.4653 8.198 27.7165 0.0448 0.0319 0.0927
Si 4.1018 1.3673 29.1076 0.3958 0.0466 0.1041
Si 9.5708 1.3673 29.1076 0.0032 0.0084 -0.3747
Si 1.3673 4.1018 29.1076 -0.0277 0.0798 -0.0343
Si 6.8362 4.1018 29.1076 -0.0959 -0.1312 -0.1098
Si 4.1018 6.8362 29.1076 -0.0876 -0.1347 -0.2779
Si 9.5708 6.8362 29.1076 -0.1254 0.1907 0.3171
Si 1.3673 9.5708 29.1076 -0.3195 -0.0019 0.4423
Si 6.8362 9.5708 29.1076 -0.0071 0.1201 -0.3125
Si 0 0 30.4749 0.1481 0.025 0.0138
Si 5.469 0 30.4749 0.0662 0.1081 0.0088
Si 2.7345 2.7345 30.4749 0.0265 0.0108 -0.0347
Si 8.2035 2.7345 30.4749 -0.1247 -0.0562 -0.0368
Si 0 5.469 30.4749 0.0382 0.0293 -0.0078
Si 5.469 5.469 30.4749 0.0855 0.02 -0.036
Si 2.7345 8.2035 30.4749 -0.1495 -0.0917 -0.0096
Si 8.2035 8.2035 30.4749 -0.0155 -0.1064 0.0089
Si 1.3673 1.3673 31.8421 -0.0807 0.0176 0.0046
Si 6.8362 1.3673 31.8421 0.0711 -0.0468 0.0021
Si 4.1018 4.1018 31.8421 0.0157 -0.0053 -0.0264
Si 9.5708 4.1018 31.8421 -0.0323 0.0121 -0.0519
Si 1.3673 6.8362 31.8421 0.0496 -0.0476 -0.007
Si 6.8362 6.8362 31.8421 -0.0415 0.0659 0.01
Si 4.1018 9.5708 31.8421 0.0002 0.0264 -0.0472
Si 9.5708 9.5708 31.8421 -0.0351 0.0412 -0.0233
Si 2.7345 0 0.6835 0.0383 -0.0475 0.0076
Si 8.2035 0 0.6835 -0.0358 0.0148 0.0307
Si 0 2.7345 0.6835 0.0011 0.075 0.0059
Si 5.469 2.7345 0.6835 0.0251 -0.0376 0.0152
Si 2.7345 5.469 0.6835 -0.0375 0.0067 0.0297
Si 8.2035 5.469 0.6835 0.037 -0.0507 -0.0033
Si 0 8.2035 0.6835 0.0301 -0.0211 0.0125
Si 5.469 8.2035 0.6835 0.0002 0.0083 0.0202
Si 4.1018 1.3673 2.0507 -0.0013 0.0563 0.0302
Si 9.5708 1.3673 2.0507 0.0461 -0.0095 0.0006
Si 1.3673 4.1018 2.0507 -0.0586 -0.1075 -0.0108
Si 6.8362 4.1018 2.0507 0.0298 0.0866 0.0352
Si 4.1018 6.8362 2.0507 -0.0104 -0.0271 0.0101
Si 9.5708 6.8362 2.0507 -0.0926 -0.0041 0.0193
Si 1.3673 9.5708 2.0507 -0.026 0.0902 -0.0006
Si 6.8362 9.5708 2.0507 0.0132 -0.0391 -0.0242
Si 0 0 3.418 0.3284 0.1679 -0.494
Si 5.469 0 3.418 0.0406 -0.0792 0.2824
Si 2.7345 2.7345 3.418 -0.2147 -0.0126 -0.3471
Si 8.2035 2.7345 3.418 0.0851 0.0811 0.3808
Si 0 5.469 3.418 0.072 -0.1664 0.2976
Si 5.469 5.469 3.418 0.059 0.0091 -0.0852
Si 2.7345 8.2035 3.418 0.0695 -0.0834 0.4337
Si 8.2035 8.2035 3.418 -0.2741 -0.1207 -0.6554
Si 1.4011 1.3386 4.7738 0.0073 0.0478 0.1539
Si 6.8365 1.3654 4.816 0.0081 0.0082 -0.1294
Si 4.0787 4.0965 4.7488 -0.0392 -0.0804 -0.0345
Si 9.5944 4.0928 4.8487 0.0059 -0.0525 0.0594
Si 1.3779 6.8045 4.8295 0.0881 -0.05 -0.1373
Si 6.8242 6.8701 4.7663 0.0221 -0.0182 0.1276
Si 4.1177 9.5631 4.8425 0.0145 -0.0143 -0.0363
Si 9.5869 9.551 4.6672 -0.0371 0.0025 -0.1696
Si 2.7289 -0.0261 6.2117 -0.1447 -0.0655 0.1892
Si 8.3064 -0.0532 6.0343 -0.0493 0.1366 0.2475
Si 0.1048 2.6903 6.2237 -0.0732 0.0372 0.0966
Si 5.3326 2.6658 6.1296 0.0099 0.0333 0.1501
Si 2.8064 5.4472 6.2121 -0.0213 0.0144 0.1199
Si 8.1641 5.5163 6.157 0.1523 0.0429 0.1275
Si -0.0755 8.2078 6.0379 0.034 -0.0887 0.2611
Si 5.516 8.2247 6.2383 0.0968 0.06 0.2052
Si 3.8878 1.4443 7.6834 -0.076 -0.0349 -0.0321
Si 9.9002 0.9836 7.4368 0.1381 -0.1215 0.2424
Si 1.7727 3.7897 7.5676 0.105 -0.1455 0.1913
Si 6.4479 4.3596 7.2859 -0.1165 0.0817 0.2986
Si 4.3672 6.6328 7.5905 0.2319 -0.0992 0.2023
Si 9.332 7.146 7.4886 -0.1503 0.0199 0.1655
Si 1.0683 9.6918 7.4189 0.0491 0.0611 0.123
Si 7.2156 9.4144 7.4877 0.0534 -0.1471 0.0146
O 9.5453 6.8737 24.3718 -0.0707 -0.0471 0.3153
O 4.115 1.3095 24.4429 0.0211 -0.0109 0.4925
O 8.2457 8.2525 8.1252 -0.0156 0.0459 -0.5072
O 2.84 2.6461 8.2106 -0.1585 0.1314 -0.3768
O 6.6743 4.0052 24.841 0.1458 0.0365 0.0923
O 1.3366 9.6155 24.4215 -0.0001 0.0041 0.529
O 5.4717 5.4712 8.1007 0.0276 -0.1044 -0.6225
O 0.0379 -0.1202 8.102 -0.1055 0.0996 -0.633
O 7.0868 3.3185 8.3969 0.1276 -0.0457 0.1031
O 6.8074 10.4277 8.7217 0.0463 -0.0739 -0.0534
O 10.1953 6.5848 8.7986 0.0196 -0.1215 -0.0416
O 1.5693 8.7151 8.6465 -0.0141 0.0551 -0.0715
O 4.466 0.5341 8.9785 -0.1183 0.2102 -0.2521
O 1.1787 4.6243 8.8886 -0.0588 -0.0307 -0.0831
O 9.0875 1.5302 8.7779 -0.0635 0.2089 -0.0658
O 3.7912 7.3188 8.997 0.0198 -0.0744 -0.2531
O 7.1788 8.0778 23.6921 0.1254 -0.053 0.1067
O 8.7101 3.4088 23.4529 -0.0632 -0.0834 0.3825
O 5.33 5.806 23.5392 0.1245 0.0626 0.4749
O 1.9847 2.5475 23.5721 0.2036 0.1014 0.2606
O 10.841 0.8986 23.8682 -0.1106 -0.2637 0.2084
O 0.904 5.588 23.6807 -0.2711 -0.1262 0.1694
O 2.793 7.4819 23.7128 0.1052 0.2274 0.2199
O 6.0247 10.4177 23.9288 0.0137 0.0305 -0.0263
Si 8.0862 0.2551 21.2557 0.0522 0.1186 -0.3475
Si 2.0541 6.3481 22.7675 -0.29 0.2021 -0.087
Si 6.2824 6.6446 19.722 0.1389 0.0877 -0.1476
Si 11.8704 -2.0724 13.6463 0.0955 0.0332 -0.079
Si 2.7784 -2.75 18.3724 -0.0534 -0.0075 0.0368
Si 2.5469 -0.5568 11.7676 -0.2372 0.1033 0.2416
Si -2.1336 -3.0046 13.6179 -0.0611 0.0544 -0.0417
Si 0.7679 1.7911 22.7805 0.1322 -0.2263 -0.1628
Si 2.163 6.4575 12.2249 0.0734 -0.0869 0.3561
Si 0.5858 -3.0717 20.2972 -0.1826 0.0711 -0.1319
Si 8.5157 3.0166 9.1033 -0.0811 -0.0815 0.2654
Si -1.3655 4.0114 17.369 -0.0594 0.0869 -0.0079
Si 6.7717 2.8748 11.3112 -0.169 0.2704 0.2043
Si 3.7408 0.721 14.1391 -0.1217 0.0469 -0.0949
Si 4.9921 -4.3582 16.9896 0.0754 0.0214 0.1064
Si 4.4102 -6.4961 12.1179 -0.1097 0.0055 -0.0319
Si 0.1863 0.1216 20.5994 0.0798 -0.1971 -0.0902
Si 5.8266 11.0756 9.8411 0.0097 -0.0953 0.212
Si 5.0526 -1.7302 20.2058 0.1329 -0.0158 -0.4062
Si 9.3573 3.6706 21.9871 -0.0517 0.0558 -0.2973
Si -3.0086 1.608 16.7969 -0.0916 -0.0949 0.0146
Si 6.7157 -1.3175 12.4484 0.1233 -0.0492 0.1374
Si -1.994 4.9134 14.4874 0.0434 0.0358 -0.0324
Si -0.1662 12.213 17.6194 0.0067 -0.1308 0.1203
Si 10.6161 5.1023 9.3375 -0.0557 0.0433 0.1936
Si 6.6274 2.7314 21.1793 -0.0979 -0.0024 -0.1779
Si 6.5015 9.3136 22.8575 0.0129 0.1564 -0.1648
Si 6.2762 -2.9396 14.7241 -0.022 0.0279 0.0152
Si 0.0025 -6.6874 12.3031 0.342 -0.1487 0.2945
Si 2.5644 8.0857 9.7549 -0.0559 0.0881 0.0951
Si 1.9982 -0.5354 16.2236 -0.0199 -0.07 -0.1056
Si 2.2392 2.2617 12.1069 -0.0819 0.0918 0.1326
Si 4.8126 5.2046 22.1192 0.1585 -0.1408 -0.2823
Si -1.626 -5.0937 20.0199 -0.0282 0.1637 0.0102
Si 16.7914 5.0949 14.6031 -0.0027 -0.0211 -0.0768
Si 6.3012 0.8226 19.0685 0.0074 -0.0386 0.1636
Si 6.8474 1.3235 13.8616 -0.034 -0.044 0.0144
O 5.5759 -3.0305 16.1928 0.0131 0.0064 -0.046
O 2.329 -9.9982 11.1442 0.1029 -0.0762 -0.0538
O 9.2784 0.7568 17.1752 -0.0045 0.0139 0.0012
O -3.211 6.1057 20.1341 -0.0049 -0.0348 0.0352
O 5.7416 4.1675 11.1902 0.1127 -0.158 -0.019
O 1.3168 0.8049 21.5741 -0.0983 0.1611 0.2502
O 1.7554 7.0531 10.7502 -0.0313 0.0422 -0.2624
O -1.2992 -5.9213 18.6498 0.0433 -0.1111 -0.1018
O 14.5531 -0.4434 12.996 0.0566 -0.0301 -0.0892
O 5.2743 1.2083 14.2517 0.0333 0.0251 0.0037
O 1.3875 -3.3746 18.9118 0.0782 -0.0138 -0.0348
O 3.626 -2.3313 19.711 0.0312 0.0295 0.0999
O 3.3171 0.1867 15.6036 0.0188 -0.0185 0.1167
O -0.1419 2.9152 17.4969 -0.0057 0.018 -0.0155
O 6.5562 0.9968 17.4723 0.0738 0.0436 -0.0346
O 3.2957 3.381 11.5915 0.0501 -0.0074 -0.0378
O 6.2156 1.5443 10.5565 0.0534 -0.0558 -0.1195
O 0.463 -1.4726 20.5436 0.0552 0.039 0.0505
O 5.0318 5.2795 16.0053 -0.0195 -0.0044 0.0221
O 7.4065 0.0411 13.03 0.0086 -0.0139 -0.0115
O 5.1517 -0.2425 19.5232 -0.0619 -0.0592 0.0406
O 5.2228 6.1299 20.8423 -0.1118 -0.0345 0.1988
O 7.0622 1.3447 21.9863 0.0054 0.0389 0.144
O 8.2376 3.2133 10.6969 0.103 -0.0597 -0.2846
O 3.7146 -5.0096 12.0718 -0.0256 0.0113 -0.0567
O 0.206 0.7851 19.1251 -0.012 0.0924 -0.0256
O -2.7684 3.1443 17.3288 0.0233 0.0229 0.0192
O 0.7083 2.8003 12.0281 -0.0874 0.0766 -0.0686
O -0.645 -2.4066 13.6647 -0.0667 0.0156 0.0132
O 12.0492 -1.0177 12.4073 0.0607 -0.0199 0.005
O 7.0397 2.5918 12.8793 -0.0388 0.0187 -0.1246
O 16.9752 6.5774 13.9495 0.0156 0.0145 -0.0057
O -1.2517 0.4412 21.3111 -0.1099 0.0398 0.1572
O 5.9522 2.2757 19.7545 0.0367 0.0041 0.0162
O -1.1173 3.9696 13.4623 -0.0695 0.0313 -0.0361
O 2.4804 9.5112 17.4868 0.0314 0.0565 -0.0137
O 5.7171 -1.8412 13.6577 -0.0018 -0.0417 -0.0155
O -2.8004 3.3335 20.9104 0.0848 0.0548 0.065
O 5.2142 -1.8173 21.8381 0.0481 -0.0334 0.2581
O 2.681 1.8846 13.6488 0.0494 -0.0142 0.0043
O 3.1114 9.3217 10.6802 0.0696 -0.1273 -0.1827
O 5.8886 -0.9883 11.0713 -0.063 0.1364 -0.2181
O 7.7737 9.7819 21.9558 -0.0656 -0.1281 0.1897
O 1.309 -1.4892 15.104 -0.0058 0.0271 0.0569
O 7.7316 1.5414 15.1931 0.0598 0.0173 -0.0096
O 5.5424 3.7245 21.8997 -0.0843 0.0323 0.0827
O 1.9707 -3.3125 13.3558 0.0107 -0.0434 -0.052
O 3.5154 -3.9224 17.5092 -0.0088 -0.0509 -0.0463
O -2.993 -2.4354 12.3082 -0.045 0.0381 0.0624
O 7.3738 4.503 14.7641 0.0021 -0.0063 0.0026
O 7.7228 11.2106 19.6658 0.0187 -0.0365 0.0741
O 5.9072 -4.8393 18.2436 -0.0531 -0.0145 -0.0806
O 1.3202 7.1221 21.5342 0.1845 -0.1857 0.2691
O 9.5925 4.0937 8.5549 0.0142 -0.0176 -0.0015
O 9.668 4.8761 15.9668 0.0011 -0.0124 0.027
O -1.1325 -5.8049 21.4112 -0.0662 -0.1069 0.1864
O -3.0541 -2.6298 14.9354 -0.0016 -0.0128 0.0322
O 8.9973 6.3238 13.672 0.0097 -0.0519 -0.0076
O -0.5656 4.938 10.9396 0.0154 0.141 -0.3927
O -0.9086 -3.6401 20.0224 0.0328 -0.0547 0.0237
O 6.265 8.2758 19.6198 -0.078 -0.0292 0.036
O 3.1678 5.2679 22.2041 -0.1232 -0.0278 0.1188
O 1.2039 5.2615 12.7788 -0.093 0.0138 -0.0816
O 11.8849 0.6206 16.6461 0.0022 0.059 -0.0355
O -0.1732 2.866 22.0011 0.0162 0.0508 0.1011
O 4.8767 -6.7435 13.6657 0.0654 0.0147 0.0921

Results
free energy: -135734.208 eV
free energy less fixed offsets of O -568.88, Si -635.61 eV per atom: 1.122 eV

The program warned: the cutoff lies below the one the program advises for these potential files; the exchange-correlation potential is rough where the density is thin.
